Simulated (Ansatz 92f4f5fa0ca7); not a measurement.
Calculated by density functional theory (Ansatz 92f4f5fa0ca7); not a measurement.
Periodic cell of 254 atoms, Si144O106N4, from a study of silicon, its oxide and their interface. The atomic structure is a simulated model.
This geometry differs little from another in the collection (a relaxation step or a small displacement).

Settings
functional: r2SCAN
potential files: Ansatz PAW
basis: plane waves
wave-function cutoff: 800 eV
density cutoff ratio: 5
exchange-correlation grid ratio: 1
k mesh: 1 x 1 x 1, shifted by 0.5 0.5 0 of a step
self-consistency stop: 1e-10 eV per atom in the density residual
occupations: fixed
spin: none
net charge: 0

Cell vectors (angstrom)
a, 10.887, 0, 0
b, 0, 10.887, 0
c, 0, 0, 36.231

Atoms: element, x, y, z (angstrom)
Si, 0.2535, -0.2987, 0.1752
Si, 2.9086, 2.4665, 0.0293
Si, -0.3527, 5.6978, 0.1115
Si, 2.4393, 8.4056, 0.2039
Si, 5.0955, 0.2434, 0.1339
Si, 7.8763, 2.8478, -0.0254
Si, 5.7258, 5.1222, 0.0711
Si, 8.3704, 7.9547, -0.0324
Si, 1.3739, 1.3366, 1.4181
Si, 4.0771, 4.0376, 1.3429
Si, 1.256, 6.8108, 1.4266
Si, 4.0005, 9.5661, 1.4913
Si, 6.7259, 1.3671, 1.3874
Si, 9.4178, 4.0535, 1.3496
Si, 6.823, 6.777, 1.334
Si, 9.5063, 9.4608, 1.3947
Si, -0.0392, 2.7224, 2.688
Si, 2.6829, 0.0281, 2.8689
Si, -0.0549, 8.1518, 2.8336
Si, 2.6988, 5.4264, 2.6741
Si, 5.4005, 2.7248, 2.783
Si, 8.1333, -0.0147, 2.6858
Si, 5.4354, 8.1414, 2.6937
Si, 8.1267, 5.4286, 2.7725
Si, 1.3437, 4.0749, 4.0511
Si, 4.0705, 1.3834, 4.1636
Si, 1.3124, 9.5297, 4.1619
Si, 4.0601, 6.7861, 4.0547
Si, 6.7543, 4.09, 4.1206
Si, 9.4967, 1.3493, 4.0605
Si, 6.796, 9.506, 4.0623
Si, 9.4957, 6.7672, 4.1459
Si, -0.04, 0.0171, 5.487
Si, 2.69, 2.7521, 5.4705
Si, 0.0108, 5.4223, 5.4534
Si, 2.7172, 8.1514, 5.4408
Si, 5.4515, -0.0087, 5.4367
Si, 8.1376, 2.7132, 5.429
Si, 5.4085, 5.4521, 5.4695
Si, 8.1473, 8.1646, 5.4634
Si, 1.3421, 1.3873, 6.8254
Si, 4.0583, 4.0938, 6.8386
Si, 1.3659, 6.7971, 6.8113
Si, 4.079, 9.5347, 6.7735
Si, 6.8054, 1.3404, 6.8054
Si, 9.5092, 4.0679, 6.7764
Si, 6.7855, 6.8154, 6.8146
Si, 9.5153, 9.5114, 6.8412
Si, -0.0472, 2.7334, 8.1612
Si, 2.7315, 0.0056, 8.1422
Si, 0.0247, 8.1555, 8.1951
Si, 2.7247, 5.4759, 8.1932
Si, 5.4331, 2.6952, 8.16
Si, 8.1614, -0.0055, 8.1816
Si, 5.4462, 8.2167, 8.1364
Si, 8.1911, 5.4572, 8.1408
Si, 1.307, 4.1127, 9.4854
Si, 4.1083, 1.3012, 9.5457
Si, 1.3822, 9.5644, 9.53
Si, 4.0846, 6.9136, 9.4957
Si, 6.8225, 4.0829, 9.4526
Si, 9.5213, 1.3444, 9.5365
Si, 6.8222, 9.5112, 9.5369
Si, 9.5564, 6.7815, 9.5637
Si, -0.0134, -0.0231, 10.914
Si, 2.6205, 2.6698, 10.7444
Si, 0.0453, 5.4518, 10.9732
Si, 2.7775, 8.283, 10.9224
Si, 5.5084, -0.0573, 10.9594
Si, 8.1556, 2.7302, 10.8443
Si, 5.4988, 5.5328, 10.721
Si, 8.1973, 8.1691, 10.8983
Si, 1.3363, 1.3523, 12.2508
Si, 3.9643, 4.2064, 11.8052
Si, 1.4069, 6.9669, 12.2726
Si, 4.1875, 9.5031, 12.4158
Si, 6.8668, 1.3705, 12.2512
Si, 9.5508, 3.9813, 12.249
Si, 6.8895, 6.744, 12.2131
Si, 9.5281, 9.5106, 12.3241
Si, -0.0193, 2.6553, 13.7182
Si, 2.7805, 0.1316, 13.6497
Si, 0.0262, 8.2298, 13.7826
Si, 2.8134, 5.4812, 13.3782
Si, 5.2752, 2.9054, 13.1014
Si, 8.3464, 0.104, 13.7383
Si, 5.5918, 7.9579, 13.7325
Si, 8.2846, 5.3948, 13.5846
Si, 1.3227, 4.2558, 14.6968
Si, 3.6566, 2.1747, 14.6352
Si, 1.3607, 9.8028, 15.0648
Si, 4.4718, 6.1674, 14.9551
Si, 6.6327, 4.0616, 14.5505
Si, 10.0966, 1.1054, 15.476
Si, 6.9043, 9.5564, 14.8877
Si, 9.9032, 6.416, 15.0265
Si, -1.1546, 11.9488, 20.7856
Si, -19.2838, 19.2834, 25.8222
Si, -18.9322, 1.0192, 22.2983
Si, 13.5652, 3.3822, 17.2333
Si, 5.5977, 26.1894, 17.3155
Si, 13.4976, 29.3898, 17.0214
Si, 5.1016, 22.2655, 16.5218
Si, -14.1979, 24.7034, 20.6538
Si, -9.0006, 5.9359, 24.3644
Si, -13.5796, 10.9378, 26.7707
Si, -1.5797, 20.3742, 22.3024
Si, 3.8758, 18.6303, 19.7977
Si, -1.1405, 12.2941, 34.1212
Si, 12.9405, 0.4662, 17.4049
Si, 25.6082, 5.4278, 31.775
Si, 15.2013, -3.8528, 34.2544
Si, 6.4015, 5.0533, 30.4044
Si, -9.9428, 14.6602, 34.1661
Si, -1.7222, 26.9971, 19.7339
Si, 12.043, 4.7505, 31.2095
Si, 20.7492, 20.5192, 28.8988
Si, 4.3758, 21.4636, 24.6098
Si, 4.8552, 13.6027, 31.4089
Si, -3.9138, 13.761, 26.4258
Si, -3.5005, 10.6633, 24.021
Si, 1.9186, 9.9753, 28.2387
Si, 12.8397, 20.7663, 20.2118
Si, 4.2462, 23.6436, 26.8951
Si, -0.1118, 2.5789, 29.6842
Si, 11.4056, 16.4399, 17.4093
Si, 28.1353, 11.2198, 31.636
Si, -0.7832, 9.3565, 19.6194
Si, 2.7702, 5.4114, 21.478
Si, 12.0606, 3.0183, 24.2014
Si, -6.6727, 22.2946, 29.6095
Si, -2.4615, 29.9168, 26.8774
Si, -4.4458, 9.3151, 34.1094
Si, -6.0972, 24.8986, 21.5659
Si, 9.28, 5.0409, 30.1785
Si, -21.9724, -2.8894, 24.614
Si, 6.622, 17.6905, 19.1109
Si, -2.3912, 19.0838, 17.1834
Si, 1.3349, 12.7713, 27.0095
Si, -1.6434, 11.2862, 31.168
Si, -21.6894, 3.8385, 21.6157
Si, -3.9174, 24.441, 23.3604
Si, 7.4924, 2.131, 16.7059
Si, 7.6989, 5.5099, 27.8529
O, 23.0948, 4.4869, 32.7926
O, -8.3423, 19.6195, 27.4129
O, 4.0111, 1.3403, 35.7896
O, 17.3221, 16.3905, 28.863
O, -12.4927, 19.1596, 28.2585
O, 5.2348, 16.8045, 31.1221
O, 0.3373, 4.9423, 35.0914
O, 5.3737, 13.8881, 26.6516
O, 5.7774, -0.4827, 35.0913
O, 9.4534, 0.5688, 32.776
O, 5.6081, 1.6055, 32.3388
O, -12.6959, -1.9785, 20.8079
O, -22.311, 19.5086, 23.1733
O, 3.5379, -4.4763, 33.0073
O, 7.4101, 23.2103, 27.0625
O, 9.4762, 17.7043, 35.7482
O, -8.194, 6.8196, 25.4758
N, 2.5539, 3.2728, 15.5173
O, -11.9487, 11.0337, 22.1421
O, 4.7611, 1.8941, 15.8154
O, -23.2541, 10.843, 27.8693
O, 7.3549, 13.9202, 24.8697
O, 8.0182, 20.1243, 16.0599
O, 7.3664, 13.6024, 15.1939
O, 9.1522, 6.9398, 16.4029
O, 3.8551, 1.879, 30.4431
N, 11.1034, 5.2854, 15.7085
O, -0.7262, 5.4478, 18.4727
O, 3.4643, 28.2959, 16.2001
O, 1.8562, 11.0167, 21.374
O, -5.4122, 18.3991, 20.0351
O, -0.1377, 24.4042, 33.8277
O, 3.5836, -2.8765, 18.2378
O, 11.1921, -8.49, 28.1474
O, 2.2674, 19.7619, 16.0815
O, -9.3001, 36.9901, 21.2399
O, -4.3424, 11.7676, 17.221
O, -3.1705, 11.7695, 30.9382
O, 10.1567, 0.1005, 19.5561
O, -4.0238, 14.2838, 17.52
O, 16.4097, 10.1721, 15.5461
O, -10.5469, 6.4711, 24.4268
N, 5.596, 4.9757, 15.6639
O, 0.6656, 8.8746, 20.2058
O, -8.3814, 17.0686, 22.8875
O, -1.4838, 18.9745, 25.5937
O, -5.0234, 16.4734, 18.392
O, -4.9151, 2.9624, 20.4658
N, 0.7232, 0.2018, 16.1426
O, -20.1289, 26.2512, 17.8178
O, 18.8695, 17.2203, 19.8881
O, 13.8507, 17.393, 20.317
O, 4.1717, 3.7539, 17.7488
O, 5.0651, -5.0713, 34.9961
O, -18.1305, 9.241, 25.1061
O, -14.6273, 29.6065, 17.9862
O, -18.0671, 12.8498, 21.314
O, 7.5692, 6.7771, 26.8737
O, 0.706, 2.2591, 25.5656
O, -0.0117, 3.5617, 23.2271
O, -7.0477, 10.9544, 23.1433
O, 10.6237, 13.3028, 20.9006
O, 1.2101, 17.9051, 17.5775
O, 3.3297, 19.9707, 20.5352
O, -2.9891, -1.4242, 23.0913
O, 9.0816, 23.4252, 16.7162
O, 4.1514, 15.4745, 21.5012
O, 8.1825, 12.3332, 20.4927
O, -1.5535, -1.0556, 30.4384
O, 11.9082, 8.8375, 25.282
O, 18.7899, 5.2804, 31.0306
O, 19.9485, 27.4632, 28.7216
O, -6.8006, 33.5995, 25.5947
O, 5.9568, 10.2709, 24.6449
O, -3.4214, 9.4683, 26.905
O, -5.516, 10.6498, 30.4762
O, 9.6173, 19.6676, 18.2028
O, -8.8435, 12.8509, 23.3436
O, 16.2974, 13.8725, 23.0696
O, 12.4615, 11.1772, 27.2013
O, -14.5855, 33.7525, 23.1338
O, -8.7787, 23.7808, 17.8677
O, 11.4574, 9.5274, 28.9808
O, 16.8717, 14.3776, 30.5318
O, -13.9294, 14.2994, 22.2121
O, 5.4001, 19.0159, 33.8035
O, 20.9082, 5.0553, 21.11
O, 10.6505, -5.3328, 30.8988
O, 21.3259, 1.1982, 30.4332
O, -9.7845, 14.2266, 30.4344
O, 20.3222, 3.4527, 29.9047
O, 23.6017, 10.4797, 18.7286
O, 4.0544, 25.6368, 32.2267
O, -8.0794, 13.4484, 27.197
O, 14.5386, 21.8497, 17.1202
O, 18.6431, 36.7465, 27.1265
O, 4.725, 33.6061, 28.143
O, -19.789, 4.3493, 24.6844
O, 14.0844, 7.7172, 35.1834
O, 8.3698, 25.6018, 19.5964
O, -0.4497, 11.237, 35.1084
O, 7.7502, 8.6781, 34.8544
O, 6.7578, 10.0759, 32.7203
O, -9.5259, 20.3903, 35.8618
O, 2.2182, 3.1111, 34.9251
O, 13.4153, 38.1839, 30.8053
O, 8.4462, 2.0602, 34.8749
O, 6.7996, 4.0045, 35.7393
O, 2.9267, 10.4607, 29.4168
O, -13.2643, 10.9857, 25.1762

Results
free energy: -154111.809 eV
free energy less fixed offsets of N -386.36, O -570.45, Si -639.56 eV per atom: -2.029 eV

Forces (eV/angstrom), in the order of the atoms: element, x, y, z
Si, 0.0211, -0.0227, 0.0963
Si, 0.0196, -0.0197, 0.1121
Si, -0.0241, 0.025, 0.1004
Si, -0.0263, 0.0214, 0.0923
Si, -0.0239, 0.0197, 0.1062
Si, -0.0191, 0.0276, 0.111
Si, 0.0163, -0.0193, 0.1032
Si, 0.0204, -0.0234, 0.1043
Si, -0.004, 0.0019, -0.0071
Si, -0.0036, 0.0021, -0.0062
Si, 0.0002, -0.0014, -0.0065
Si, 0, -0.0009, -0.0073
Si, -0.0011, -0.0011, -0.0048
Si, 0.0005, -0.0011, -0.0077
Si, -0.0042, 0.0018, -0.0078
Si, -0.0037, 0.0032, -0.0049
Si, -0.0001, 0.0008, 0.0022
Si, 0.0011, 0.0006, 0.0008
Si, -0.0006, -0.0001, 0.0012
Si, -0.0027, 0.0005, 0.0015
Si, 0.0004, 0.0009, -0.0002
Si, -0.0011, 0.0001, 0.0016
Si, -0.0021, 0.0009, 0.002
Si, -0.0015, 0.0004, 0.0012
Si, -0.0016, 0.0002, -0.0002
Si, -0.0027, 0.0004, -0.0002
Si, -0.0006, 0.0011, -0.0005
Si, -0.0005, 0.0005, -0.0002
Si, -0.0001, 0.0022, -0.0007
Si, -0.0005, 0.0011, -0.0003
Si, -0.0019, -0.0006, -0.0003
Si, -0.0007, 0.0011, -0.0004
Si, -0.0007, -0.0003, -0.0012
Si, 0.0003, -0.0003, -0.0011
Si, -0.0017, 0.0012, -0.0004
Si, -0.0032, 0.0009, -0.0007
Si, -0.0016, 0.0013, -0.0004
Si, -0.0022, 0.0007, -0.0009
Si, -0.0002, 0.0004, -0.0012
Si, -0.0005, 0.0008, -0.0015
Si, -0.0017, -0.0003, -0.0012
Si, -0.0004, 0.0004, -0.0006
Si, -0.0021, 0.0008, -0.0015
Si, -0.0026, 0.0006, -0.0011
Si, -0.0018, 0.0006, -0.001
Si, -0.0015, 0.0013, -0.0011
Si, -0.0014, 0.0003, -0.0012
Si, -0.0014, 0.0003, -0.0012
Si, -0.0009, 0.0007, -0.0009
Si, -0.0014, 0.0001, -0.0003
Si, -0.001, 0.0003, -0.0005
Si, -0.0019, 0.0004, -0.0011
Si, -0.0013, -0.0001, -0.0007
Si, -0.0019, 0.0007, -0.0004
Si, -0.0009, -0.0004, -0.0007
Si, 0, 0.0003, -0.0008
Si, -0.0018, 0.0007, -0.0013
Si, -0.0008, -0.0002, -0.0009
Si, -0.0022, -0.0008, -0.0001
Si, -0.0009, 0.0005, -0.0006
Si, -0.0005, 0.0007, -0.0024
Si, -0.0013, 0, -0.0006
Si, -0.0013, -0.0002, -0.0003
Si, 0.0001, 0.0002, -0.0017
Si, -0.0021, 0.0001, -0.0005
Si, -0.0036, -0.0017, 0.0015
Si, -0.0008, 0.0019, 0
Si, -0.0004, 0.0006, -0.0006
Si, -0.0033, 0.0022, -0.0008
Si, 0.0004, 0.0021, 0.0002
Si, 0.002, -0.0001, -0.0003
Si, 0.0004, -0.0014, -0.0004
Si, 0.0014, -0.0002, -0.0009
Si, -0.0055, 0.0013, 0.0029
Si, -0.0034, 0.0007, 0.0018
Si, 0.0013, -0.0019, 0.0041
Si, -0.0012, -0.0032, 0.004
Si, 0.003, -0.0015, 0.0015
Si, 0.0001, -0.0006, 0.001
Si, -0.002, -0.0002, -0.0008
Si, -0.0026, -0.0039, -0.0069
Si, -0.0002, 0.0016, -0.0049
Si, 0.0008, 0.0016, -0.0068
Si, 0.0007, -0.0046, -0.0002
Si, 0.0055, -0.0044, 0.003
Si, 0.0067, 0.0076, 0.0017
Si, -0.0057, 0.0052, -0.0029
Si, -0.0006, 0.0019, -0.0047
Si, -0.0114, 0.0103, 0.0587
Si, 0.008, 0.0143, 0.0725
Si, 0.0156, -0.0132, 0.095
Si, -0.0152, -0.0119, 0.0971
Si, -0.0076, -0.0053, 0.0691
Si, -0.011, -0.0015, 0.1077
Si, 0.0079, -0.0003, 0.1002
Si, -0.0107, 0.0022, 0.1074
Si, -0.0076, 0.017, 0.2325
Si, 0.0024, 0.0514, 0.2613
Si, 0.0506, 0.0251, 0.2989
Si, 0.0016, 0.0113, 0.2091
Si, 0.0152, 0.0214, 0.244
Si, 0.0124, 0.0117, 0.2334
Si, 0.0008, -0.0092, 0.1365
Si, -0.028, -0.0367, 0.2614
Si, -0.0285, 0.0365, 0.2759
Si, 0.0446, -0.0144, 0.3003
Si, -0.0199, -0.0377, 0.3348
Si, -0.0392, -0.0316, 0.2557
Si, 0.0051, 0.0297, 0.2844
Si, 0.0089, -0.0325, 0.2602
Si, -0.0398, 0.0528, 0.2403
Si, 0.0161, 0.0194, 0.2469
Si, -0.0645, -0.0124, 0.2456
Si, -0.003, -0.0199, 0.2793
Si, -0.0181, -0.0694, 0.2645
Si, 0.0638, 0.0182, 0.2736
Si, -0.009, 0.0221, 0.295
Si, -0.0035, 0.0048, 0.3004
Si, 0.0093, 0.0294, 0.2241
Si, -0.0017, 0.0396, 0.3123
Si, -0.0001, 0.0089, 0.2897
Si, -0.0081, 0.0381, 0.2709
Si, -0.0068, 0.0173, 0.301
Si, 0.0109, -0.006, 0.2942
Si, -0.0068, 0.028, 0.2917
Si, -0.0422, 0.0157, 0.2472
Si, 0.0436, -0.0523, 0.2754
Si, -0.0108, 0.0503, 0.2866
Si, -0.0236, -0.0337, 0.2894
Si, 0.0071, -0.0358, 0.3323
Si, 0.0633, 0.023, 0.3202
Si, -0.0295, -0.0384, 0.2738
Si, 0.0009, -0.0379, 0.2659
Si, -0.0138, -0.0323, 0.2355
Si, 0.0377, -0.0084, 0.2385
Si, -0.0264, 0.0016, 0.3052
Si, 0.0147, 0.0114, 0.223
Si, 0.0115, 0.0162, 0.2577
Si, -0.024, -0.0198, 0.3322
Si, -0.0408, 0.0557, 0.3302
Si, 0.0471, -0.0414, 0.2603
Si, 0.0196, -0.0486, 0.3323
Si, -0.0363, 0.0151, 0.172
Si, -0.0082, 0.0108, 0.2925
O, 0.0087, 0.0425, -0.2311
O, 0.019, -0.067, -0.1802
O, -0.0014, 0.0021, -0.0503
O, 0.0555, 0.0191, -0.1869
O, -0.0353, -0.024, -0.1457
O, 0.0767, -0.0175, -0.1112
O, 0.0403, -0.0539, -0.1367
O, 0.0184, 0.0001, -0.099
O, 0.0401, -0.0427, -0.141
O, -0.0206, -0.0537, -0.2393
O, -0.0169, 0.0155, -0.1064
O, 0.0254, -0.0196, -0.1978
O, -0.0446, 0.0625, -0.1978
O, -0.0125, -0.074, -0.1771
O, -0.0036, 0.0066, -0.1096
O, -0.0016, -0.0009, -0.0482
O, -0.0178, -0.0587, -0.1164
N, -0.0071, -0.0054, -0.1194
O, 0.0167, 0.0429, -0.1405
O, -0.0293, 0.0179, -0.0852
O, -0.0565, 0.03, -0.1556
O, 0.0014, -0.0091, -0.2544
O, -0.0408, 0.0395, -0.1287
O, -0.0059, 0.0257, -0.0921
O, 0.0363, -0.0417, -0.1356
O, -0.0321, -0.0679, -0.1442
N, 0.0032, -0.0188, -0.1305
O, 0.0881, 0.0178, -0.1748
O, 0.047, -0.0343, -0.1172
O, -0.0393, -0.0841, -0.1734
O, 0.033, -0.0165, -0.0926
O, -0.0025, 0.0009, -0.1002
O, -0.0446, -0.0029, -0.186
O, 0.0722, -0.0369, -0.2213
O, -0.0355, 0.0501, -0.1107
O, 0.0007, 0.0076, -0.0995
O, -0.0103, -0.0004, -0.0692
O, 0.0167, 0.0034, -0.1036
O, 0.0175, -0.0415, -0.1248
O, 0.0019, -0.0205, -0.0962
O, 0.021, -0.0333, -0.0702
O, 0.023, -0.0273, -0.0948
N, 0.0016, 0.0188, -0.1345
O, 0.0089, 0.0009, -0.0963
O, 0.0491, -0.023, -0.2213
O, 0.1068, -0.0038, -0.1906
O, -0.0297, -0.063, -0.1313
O, 0.0364, 0.0055, -0.1257
N, -0.0389, 0, -0.1178
O, 0.0106, -0.0121, -0.0943
O, -0.0344, 0.0217, -0.0915
O, 0.0423, 0.0815, -0.1481
O, -0.0118, -0.0057, -0.0874
O, -0.0478, 0.0498, -0.1311
O, 0.0313, 0.0318, -0.1112
O, 0.0331, 0.0304, -0.1205
O, 0.0112, 0.0194, -0.1022
O, 0.0124, 0.0551, -0.1105
O, -0.0068, 0.0584, -0.2334
O, -0.0426, 0.0309, -0.181
O, -0.0655, 0.046, -0.1874
O, -0.0189, -0.0236, -0.0887
O, 0.0099, -0.008, -0.0869
O, 0.0135, -0.023, -0.1036
O, 0.0527, -0.0269, -0.1459
O, 0.05, -0.025, -0.0975
O, -0.009, 0.022, -0.0822
O, 0.0018, 0.0064, -0.0953
O, 0.0325, -0.0568, -0.182
O, -0.0382, -0.0215, -0.112
O, 0.0164, 0.0015, -0.0948
O, -0.0465, 0.0253, -0.1628
O, 0.008, -0.0888, -0.1918
O, 0.0189, 0.007, -0.0997
O, -0.0083, 0.0229, -0.0977
O, -0.0784, 0.005, -0.155
O, -0.059, -0.0518, -0.1831
O, 0.0369, -0.0449, -0.1478
O, -0.0405, 0.0223, -0.1446
O, -0.0021, 0.0315, -0.1141
O, -0.0042, 0.0505, -0.117
O, 0.0024, 0.0036, -0.0932
O, 0.0469, -0.0015, -0.1009
O, 0.0366, 0.0237, -0.0948
O, 0.0306, 0.0216, -0.1887
O, 0.0001, 0.0072, -0.0856
O, -0.0545, 0.0486, -0.1396
O, -0.0663, -0.0017, -0.1023
O, 0.0402, 0.028, -0.1355
O, -0.0425, -0.0666, -0.1302
O, -0.0037, -0.0089, -0.0851
O, 0.0044, 0.0667, -0.2201
O, 0.0271, -0.0336, -0.0928
O, 0.0012, 0.0036, -0.1021
O, 0.0344, 0.0121, -0.0837
O, -0.0252, -0.0917, -0.1388
O, -0.0076, 0.0532, -0.2175
O, -0.0023, 0.0061, -0.1055
O, 0.0505, -0.0433, -0.122
O, 0.0252, 0.0499, -0.1154
O, -0.0447, 0.0517, -0.1364
O, -0.054, 0.0461, -0.1282
O, -0.0019, 0.0911, -0.1953
O, -0.0003, 0.003, -0.0434
O, -0.0555, 0.0424, -0.1327
O, -0.0248, -0.0038, -0.0994
O, 0.0469, -0.0463, -0.1369
O, -0.001, -0.002, -0.0526
O, -0.0585, -0.0329, -0.1324
O, -0.0298, -0.008, -0.209

The program warned: the cutoff lies below the one the program advises for these potential files; the forces do not sum to zero within the program's tolerance; empty levels may hold ghost states of the PAW files; the exchange-correlation potential is rough where the density is thin.
